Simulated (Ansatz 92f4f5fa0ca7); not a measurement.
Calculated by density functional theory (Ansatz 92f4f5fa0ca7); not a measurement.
Periodic cell of 303 atoms, Si195O108, from a study of silicon, its oxide and their interface. The atomic structure is a simulated model.
Doubt: the cutoff is far below the 930 eV that the study's wrapper takes by default for these files, so forces and energies are approximate.
This geometry differs little from another in the collection (a relaxation step or a small displacement).

Settings: functional PBE; potential files Ansatz PAW; basis plane waves; wave-function cutoff 580 eV; density cutoff ratio 5; exchange-correlation grid ratio 1; k mesh 1 x 1 x 1, Gamma-centred; self-consistency stop 5e-08 eV per atom in the density residual; occupations fixed; spin none; net charge 0.

Cell vectors (angstrom)
a  11.6015  0  0
b  0  10.938  0
c  0  0  42.2088

Atoms and the computed forces on them: element, x, y, z (angstrom), force x, y, z (eV/angstrom)
Si  0  0  0.9665  0.0028  0.0114  0.0285
Si  3.8672  0  0.9665  0.0076  0.0566  0.0065
Si  7.7343  0  0.9665  -0.0003  0.0497  0.0082
Si  1.9336  1.3673  0.9665  -0.0136  0.0234  0.0293
Si  5.8008  1.3673  0.9665  -0.0006  -0.0406  -0.0041
Si  9.6679  1.3673  0.9665  0.0127  -0.0018  0.0088
Si  0  5.469  0.9665  0.0045  0.0386  -0.0084
Si  3.8672  5.469  0.9665  -0.0094  0.0405  -0.0269
Si  7.7343  5.469  0.9665  -0.0024  0.0597  -0.035
Si  1.9336  6.8362  0.9665  0.0056  0.0018  0.0031
Si  5.8008  6.8362  0.9665  -0.0011  -0.0715  -0.0152
Si  9.6679  6.8362  0.9665  -0.001  -0.0693  0.0018
Si  1.9336  2.7345  41.2417  0.0013  -0.1095  0.1158
Si  5.8008  2.7345  41.2417  0.0157  0.0292  0.0313
Si  9.6679  2.7345  41.2417  -0.022  -0.0235  0.0451
Si  0  4.1018  41.2417  0.0204  -0.0434  -0.0021
Si  3.8672  4.1018  41.2417  0.0154  -0.1209  -0.082
Si  7.7343  4.1018  41.2417  0.0138  -0.1425  -0.0765
Si  1.9336  8.2035  41.2417  -0.0085  0.004  0.0034
Si  5.8008  8.2035  41.2417  0.0359  0.1177  -0.0459
Si  9.6679  8.2035  41.2417  0.0383  0.1127  -0.0607
Si  0  9.5708  41.2417  0.0297  0.0644  0.0963
Si  3.8672  9.5708  41.2417  0.0061  -0.0614  -0.0132
Si  7.7343  9.5708  41.2417  -0.0112  -0.0304  0.0204
Si  0  0  4.8337  -0.0241  0.0478  0.0979
Si  3.8672  0  4.8337  -0.023  0.106  0.0183
Si  7.7343  0  4.8337  -0.0401  0.0366  0.0278
Si  1.9336  1.3673  4.8337  -0.1075  -0.0132  0.0362
Si  5.8008  1.3673  4.8337  0.0548  -0.1016  -0.0661
Si  9.6679  1.3673  4.8337  0.0448  -0.0185  -0.0581
Si  0  5.469  4.8337  0.0105  0.1063  0.0526
Si  3.8672  5.469  4.8337  -0.0545  0.0555  -0.1827
Si  7.7343  5.469  4.8337  0.0137  0.0445  -0.216
Si  1.9336  6.8362  4.8337  -0.0375  0.042  -0.0497
Si  5.8008  6.8362  4.8337  -0.0322  0.0241  0.1249
Si  9.6679  6.8362  4.8337  -0.0336  0.0692  0.2493
Si  1.9336  2.7345  2.9001  0.0014  0.019  0.0232
Si  5.8008  2.7345  2.9001  -0.0071  0.0468  0.0092
Si  9.6679  2.7345  2.9001  -0.0181  0.0134  0.0033
Si  0  4.1018  2.9001  -0.0121  -0.0586  0.0108
Si  3.8672  4.1018  2.9001  -0.0091  -0.0002  -0.037
Si  7.7343  4.1018  2.9001  -0.0071  -0.0117  -0.0382
Si  1.9336  8.2035  2.9001  -0.0082  0.0044  0.0057
Si  5.8008  8.2035  2.9001  -0.0029  0.0611  0.003
Si  9.6679  8.2035  2.9001  -0.0137  0.0841  0.0153
Si  0  9.5708  2.9001  -0.0016  -0.0572  0.0278
Si  3.8672  9.5708  2.9001  -0.0211  -0.0486  -0.0093
Si  7.7343  9.5708  2.9001  0.0113  -0.0577  0.0108
Si  2.0047  1.8291  30.419  -0.0078  -0.0029  -0.0016
Si  4.948  1.0416  29.5997  0.0077  -0.0003  -0.0016
Si  8.2184  0.1185  31.6197  -0.0044  -0.0122  0.0081
Si  1.1164  0.9835  32.3691  0.0122  -0.0164  -0.0026
Si  5.817  0.7669  31.8672  -0.0009  0.0139  -0.0035
Si  10.2751  1.5258  31.9213  -0.0057  0.0078  0.0074
Si  0.1499  3.9451  31.281  -0.0021  0.0051  0.0026
Si  3.7655  5.4933  30.8239  -0.0088  0.0036  -0.0021
Si  7.9878  4.7107  30.0712  0.0091  0.0035  -0.007
Si  2.9037  8.1949  30.3016  -0.0054  -0.0107  0.0031
Si  5.7671  7.7067  31.0883  -0.0014  -0.007  -0.012
Si  10.4488  6.5854  30.5492  -0.0125  -0.0055  -0.0002
Si  1.8361  2.5525  33.9179  -0.0193  -0.0019  0.0134
Si  5.7837  2.576  33.4449  0.0088  -0.0031  -0.01
Si  9.6694  2.7051  33.8012  0.007  -0.0118  0.0062
Si  0.0316  3.9896  33.6748  0.0009  0.0025  0.0076
Si  3.7701  3.8507  33.542  0.004  0.0027  -0.0005
Si  7.6889  3.9461  33.2495  -0.0053  -0.0083  0.0116
Si  2.1575  9.8693  32.6095  0.0041  0.0156  0.0046
Si  6.0715  8.3865  33.3543  -0.0014  -0.013  0
Si  10.1039  8.0582  33.46  0.0039  0.0035  0.0105
Si  0.7178  8.795  34.1244  -0.0021  -0.0053  0.0073
Si  4.4493  10.1522  33.2645  -0.0083  -0.0052  0.0055
Si  8.1935  9.5576  33.4722  0.0034  0.0108  0.004
Si  0.1824  -0.2172  35.5511  -0.0064  0.0068  0.0003
Si  4.0654  0.0259  35.4702  0.0012  0.0033  0.0005
Si  7.8783  -0.0715  35.4553  0.0003  0.0003  -0.0098
Si  2.0543  1.2077  35.7424  0.001  0.0083  -0.0002
Si  5.9753  1.3869  35.4869  0.001  0.0025  0.007
Si  9.8207  1.2101  35.5776  -0.0035  0.0017  -0.0003
Si  -0.0007  5.4705  35.4936  -0.0061  -0.0014  -0.0107
Si  3.7866  5.5758  35.239  -0.002  0.0029  0.0051
Si  7.6773  5.4141  35.2025  0.0017  0.0053  0.0055
Si  1.7819  6.9922  35.4104  -0.003  0.0014  -0.0042
Si  5.7967  6.8822  35.234  0.0088  0.0026  -0.0106
Si  9.6467  6.7407  35.3741  0.0024  0.0007  0.0018
Si  2.0121  2.7751  37.4604  -0.0024  0.0014  -0.0012
Si  5.8594  2.794  37.371  0.0116  0.0017  -0.0094
Si  9.7228  2.7124  37.393  0.0023  0.0045  -0.0016
Si  0.044  4.0735  37.3936  -0.0027  -0.0065  0.0018
Si  3.9053  4.2007  37.2813  -0.007  -0.0057  0.0006
Si  7.7886  4.1327  37.2851  -0.01  -0.007  -0.0008
Si  1.9715  8.2  37.4171  0.0021  0.0037  0.0015
Si  5.8284  8.136  37.3092  -0.0022  0.0057  0.0063
Si  9.6562  8.1354  37.3395  -0.0015  0.0038  -0.004
Si  -0.0006  9.4754  37.4897  -0.006  -0.0047  -0.001
Si  3.9357  9.5377  37.3615  -0.0014  -0.005  -0.0019
Si  7.7458  9.5188  37.3824  -0.0008  -0.0069  -0.0008
Si  0  0  39.3081  -0.1192  0.0507  0.2676
Si  3.8672  0  39.3081  0.088  -0.0375  -0.2139
Si  7.7343  0  39.3081  -0.004  -0.0684  -0.1621
Si  1.9336  1.3673  39.3081  0.15  0.0131  0.4316
Si  5.8008  1.3673  39.3081  -0.0278  0.1694  -0.1296
Si  9.6679  1.3673  39.3081  -0.0318  -0.0055  0.2561
Si  0  5.469  39.3081  0.0123  0.0341  -0.0002
Si  3.8672  5.469  39.3081  0.0691  0.0689  -0.1433
Si  7.7343  5.469  39.3081  0.1565  0.0076  -0.306
Si  1.9336  6.8362  39.3081  0.1503  -0.1705  0.2332
Si  5.8008  6.8362  39.3081  0.0167  -0.1836  -0.2414
Si  9.6679  6.8362  39.3081  -0.0854  -0.2044  -0.0077
Si  1.8832  2.7318  6.7765  0.0015  0.0044  0
Si  5.7868  2.7426  6.7476  -0.0022  0.0046  0.0006
Si  9.6767  2.7463  6.7531  0.003  0.0003  -0.001
Si  -0.0252  4.143  6.7922  -0.0027  -0.0063  -0.0004
Si  3.8437  4.0522  6.7045  0.0051  -0.0051  0.0028
Si  7.7322  4.0892  6.7284  -0.0006  -0.0039  0.0002
Si  1.9008  8.2318  6.7478  0.0035  0.0051  -0.0041
Si  5.7659  8.2259  6.7734  -0.001  0.0022  -0.0038
Si  9.6393  8.2299  6.7993  -0.0044  0.0013  -0.0022
Si  -0.03  9.5914  6.7956  -0.0003  -0.0087  -0.0056
Si  3.833  9.5894  6.7727  0.0032  0.0005  0.0004
Si  7.6981  9.5938  6.7874  0.0014  -0.0048  0.0004
Si  -0.0276  -0.048  8.7929  0.0079  0.0085  0.0046
Si  3.8048  0.0497  8.6919  0.0023  0.0042  0.0029
Si  7.691  0.1125  8.6734  0.0074  0.0043  -0.0025
Si  1.8618  1.3883  8.7331  0.0008  0.0047  0.0026
Si  5.7169  1.4345  8.7108  0.0034  -0.0032  0.0036
Si  9.6649  1.3724  8.6712  -0.0125  0.004  0.0019
Si  -0.0381  5.5265  8.7371  0.0036  0.0032  0.0011
Si  3.8484  5.4431  8.5689  0.0045  0.0022  -0.0036
Si  7.7277  5.5297  8.5815  -0.0075  0.005  0.0025
Si  1.9451  6.8027  8.6097  -0.0051  -0.0044  -0.0017
Si  5.7651  6.8257  8.6858  -0.0006  0.0039  0.0057
Si  9.639  6.9171  8.7839  0.0002  -0.002  0.0021
Si  1.8297  2.8062  10.6469  -0.0056  -0.0057  0.0002
Si  3.7081  4.2524  10.5822  0.0052  -0.0001  0
Si  9.5685  2.7927  10.5371  -0.0012  -0.0102  -0.0009
Si  -0.1091  4.1752  10.6709  -0.0045  -0.0016  -0.0016
Si  5.6479  2.9031  10.5916  -0.0025  0.0038  0.0062
Si  7.6334  4.1437  10.4443  -0.0021  0.0127  0.024
Si  2.3387  7.8377  10.6696  0.0001  0.0072  0.0216
Si  5.8114  8.3366  10.5301  0.0005  -0.0035  -0.0019
Si  9.4881  8.2528  10.8017  0.0003  -0.0028  0.0126
Si  -0.2187  9.6458  10.8673  0.008  -0.0306  -0.0037
Si  3.8577  9.5969  10.591  -0.011  -0.0068  0.0034
Si  7.6598  9.7014  10.5839  0.0014  -0.0103  -0.0127
Si  -0.1225  0.2542  12.6917  -0.0018  0.0187  -0.0054
Si  1.8873  1.4524  12.5902  0.0064  -0.0146  -0.0053
Si  8.0634  0.3022  13.3254  -0.0018  -0.0008  0.0064
Si  3.3823  -0.3443  12.7094  0.0055  0.0061  0.0033
Si  5.5086  1.5697  13.5557  0.0073  -0.0016  -0.0123
Si  9.6963  1.7307  12.6192  -0.0021  0.0046  0.0031
Si  -0.5949  5.161  12.7833  0.0116  0.0127  0.0046
Si  3.3326  6.1005  12.0404  -0.0017  0.0019  0.0005
Si  7.7383  5.62  13.2943  -0.0322  -0.0267  -0.0142
Si  2.1822  5.769  14.028  0.0062  -0.0094  -0.0003
Si  5.175  6.9944  13.2198  -0.0061  0.0082  -0.0009
Si  9.5748  7.0629  12.9134  0.0078  0.0064  -0.0045
O  2.6383  9.5164  13.7251  0.002  0.0011  -0.0097
O  0.9099  8.4692  11.255  -0.0058  0.0234  -0.0079
O  -4.214  -0.4267  12.0172  0.0002  0.0133  0.0151
O  11.3152  10.3484  14.1294  -0.0045  -0.0076  0.0082
O  4.6456  7.9611  14.4459  -0.01  0.0026  -0.0008
O  8.1852  4.2605  14.113  0.0115  0.0099  -0.0245
O  4.7619  2.7175  14.4305  -0.0029  -0.0036  -0.003
O  6.9625  1.1924  14.1656  -0.006  -0.003  -0.0172
O  -5.3401  5.9806  13.9141  0.0305  -0.0116  -0.0187
O  8.6393  10.1198  14.3721  0.0039  -0.0034  0.0008
O  2.1277  7.1788  14.858  0.0021  0.0031  -0.0032
O  10.1242  7.9514  14.2159  -0.0024  -0.0038  -0.0096
O  11.586  16.3824  30.6908  0.0023  -0.0089  0.0049
O  8.2998  3.1979  29.4894  -0.0033  -0.0032  0.0013
O  5.2656  6.1428  31.0152  0.003  0.0041  0.0034
O  7.1094  7.9892  30.1674  0.0017  0.0017  0.0019
O  4.5321  10.8243  28.4763  -0.0014  -0.0016  -0.002
O  6.0925  1.9224  28.8224  -0.0057  0.0013  -0.0003
O  -1.5449  7.2449  31.9987  0.0008  -0.0108  -0.0209
O  13.0597  3.3834  30.4531  0.0062  0.0018  -0.0102
O  10.5498  13.7916  30.9045  0.0019  0.0133  -0.0182
O  2.3924  8.2156  28.7696  0.0064  -0.0002  -0.0057
O  3.5297  4.785  29.3905  0.0001  0.0034  -0.0041
O  11.1037  7.7123  29.5675  0.0031  0.0085  -0.0059
Si  10.2157  10.7137  17.5049  -0.0041  -0.0098  0.0061
Si  7.5502  5.4161  22.4521  -0.0034  -0.0031  -0.0078
Si  5.2879  9.1971  19.9424  0.0015  -0.0004  0.004
Si  7.8137  9.1031  29.1674  -0.0033  -0.0089  -0.0067
Si  12.9453  11.6004  22.2155  -0.0013  0.0021  0.0004
Si  0.7013  5.9149  23.8772  -0.0024  -0.0063  -0.0087
Si  11.9282  5.7978  20.7304  -0.001  0.0025  -0.0019
Si  3.1357  8.46  14.8679  0.0059  -0.0082  0.0077
Si  2.0017  2.3277  26.1097  0.0007  -0.0009  -0.0051
Si  2.9944  7.7636  27.3276  -0.0043  -0.0064  0.0103
Si  3.2507  3.0657  14.9359  0.0014  0.0027  0.008
Si  3.4418  13.2634  23.4132  -0.0007  0.0007  -0.0096
Si  3.0466  8.6665  17.9264  0.0028  0.0011  -0.0066
Si  10.9179  3.523  24.8259  0.0016  0.0019  -0.0124
Si  8.2324  9.5566  19.7223  -0.0075  -0.0002  0.0016
Si  2.8146  5.7652  18.9736  -0.0015  0.0037  0.0021
Si  7.5012  2.4837  28.2359  0.0081  0.0012  0.0068
Si  8.4113  10.6184  22.7582  -0.0013  0.0036  -0.0098
Si  4.0526  10.5782  22.4552  -0.0019  0.0033  -0.0049
Si  6.4006  4.9136  27.5037  -0.0017  0.0058  0.008
Si  10.7351  8.5439  28.2085  -0.0036  0.0009  0.0034
Si  9.228  6.7109  20.3613  -0.0015  0.0003  -0.0021
Si  2.0777  2.8278  17.7011  0.0054  0.0055  0.0021
Si  5.2969  9.8198  27.4173  -0.0016  -0.004  -0.0054
Si  3.3808  4.6933  27.772  -0.0077  0.0066  0.0119
Si  12.9741  0.1797  19.1053  -0.0089  -0.0048  0
Si  9.7458  12.6428  26.617  0.0023  0.0016  -0.0044
Si  12.1413  0.5398  27.9772  0.0019  -0.0002  -0.0043
Si  9.175  2.7617  22.3384  -0.0038  -0.0024  -0.0028
Si  15.3453  5.3905  23.5823  -0.0028  0.0003  -0.0077
Si  9.7107  3.6119  13.9934  -0.0111  -0.0048  0.0047
Si  10.0895  9.4796  14.7839  -0.0043  0.0024  0.0095
Si  10.7769  -0.2318  24.3091  -0.0013  0.0015  -0.0092
Si  10.5568  2.6791  16.8822  -0.0055  0.0092  0.0104
Si  4.9783  6.3003  21.008  0.0021  0.0015  0.0003
Si  9.9123  3.9473  19.6218  -0.0035  0.0012  0.0032
Si  12.1638  8.3265  25.6308  -0.0007  -0.0008  -0.0072
Si  6.2589  6.557  25.0251  0  -0.0003  -0.009
Si  5.9288  9.6467  24.5184  0.0005  0.0027  -0.0124
O  9.9636  1.1654  16.6763  0.0019  0.0017  -0.002
O  10.8442  6.9852  20.4114  -0.0017  -0.0005  -0.0007
O  11.6269  0.0254  18.2375  0.0013  0.0026  0.0043
O  10.2559  3.5006  15.5281  -0.0051  -0.0005  -0.0052
O  4.3156  5.713  19.6335  -0.0061  0.0001  -0.0045
O  4.6358  9.52  23.5369  0.0029  -0.0014  0.0067
O  2.1295  9.6904  18.8243  -0.0028  0.006  -0.0029
O  3.0766  9.1229  16.3558  -0.0021  0  0.0118
O  3.8761  6.2746  22.2178  -0.0023  -0.003  0.0037
O  2.6731  7.0589  17.9616  -0.0016  0.0004  -0.0017
O  4.4958  8.3945  27.2398  -0.0015  0.0029  0.0007
O  4.7517  6.0072  24.7068  0.0001  0.0019  0.0046
O  -0.3455  5.1057  24.8202  -0.0018  0.0011  0.0037
O  8.6052  1.2895  22.6707  -0.0004  -0.0047  0.001
O  7.0617  -0.5399  23.6295  -0.0052  -0.004  0.0032
O  5.5329  10.4359  25.909  0.0001  -0.0024  0
O  4.5193  8.8421  18.5684  -0.0069  0.0003  -0.0034
O  6.2459  5.3968  21.4699  -0.0012  0.0017  0.0039
O  2.4179  3.4889  27.2128  -0.0037  -0.002  -0.0018
O  2.4679  4.3001  18.3316  -0.0031  -0.0043  -0.0022
O  2.2398  5.4772  24.1928  -0.0024  -0.0002  0.003
O  9.9556  0.6999  25.3626  -0.0012  0.0003  0.0039
O  11.7753  9.831  25.2091  -0.0024  -0.0011  0.004
O  3.1892  2.0893  25.0178  -0.0034  0.0015  0.0052
O  0.4638  7.468  24.2586  -0.0022  0.0056  0.0048
O  11.1822  7.7666  26.8307  -0.0011  -0.0017  -0.0016
O  2.0616  13.0577  22.5192  -0.0028  -0.0015  0.0025
O  15.6618  3.8203  23.2206  -0.0025  -0.0005  0.0034
O  8.3795  1.362  27.4486  -0.0019  -0.0046  -0.0034
O  4.8781  4.4249  27.2427  0.0019  -0.0014  -0.0009
O  9.6323  9.8558  23.5357  -0.0013  0  0.0051
O  5.5155  7.8245  20.7979  -0.0038  0.0018  -0.0006
O  1.6837  11.8247  26.8405  -0.0008  0.002  -0.0004
O  0.6838  2.7453  25.2509  -0.0032  0.0009  0.0035
O  9.783  3.2063  25.9609  -0.0046  0.001  0.005
O  10.4329  3.0874  23.3284  -0.002  0.0022  0.0055
O  8.6483  6.4895  21.8766  -0.0043  -0.0013  -0.0002
O  9.1078  8.6476  28.2926  0.0029  0.0031  0.0008
O  11.4384  4.4337  19.9714  -0.0001  -0.0007  -0.0028
O  6.7565  9.5396  28.0405  -0.0045  0.0017  0.0026
O  8.9483  5.2775  19.6049  -0.0015  -0.0011  -0.0013
O  2.8936  6.1454  27.213  0.0018  0.0065  0.003
O  4.4831  12.12  22.8603  -0.0015  -0.0015  0.0031
O  2.2285  1.5271  18.6941  -0.0016  0.0004  0.0013
O  3.0976  2.5407  16.4625  -0.0032  0.0022  0.002
O  6.7085  6.1842  26.5476  0  0.0011  -0.0024
O  6.4172  8.1569  24.9007  -0.0019  0.0004  0.0037
O  14.0321  10.4316  22.5718  -0.0064  0.0036  0.0007
O  8.4525  10.0069  21.2631  -0.0006  -0.0004  -0.005
O  9.5597  2.8238  20.751  -0.001  -0.0008  0.0012
O  0.3801  5.5971  22.3301  -0.0007  0.0024  0.0014
O  8.5491  7.9557  19.5827  -0.0033  0.0049  -0.0002
O  11.5191  9.9756  28.1151  -0.0065  -0.0003  0.0028
O  0.5496  2.8288  17.1516  -0.0065  -0.0021  -0.0069
O  10.2512  9.4912  16.4125  -0.0001  0.0072  -0.0011
O  4.5389  10.2674  20.9266  -0.0044  -0.0016  -0.0002
O  10.9246  1.5822  27.7238  -0.0035  -0.0005  -0.0003
O  13.3971  6.1427  20.1856  -0.0023  -0.0025  -0.0033
O  8.0296  3.8785  22.5678  -0.0012  -0.0004  0
O  12.5332  11.3656  20.6591  0.0009  -0.0015  -0.0054
O  9.7698  3.2955  18.1592  0.0043  -0.0051  -0.0122
O  6.6733  9.836  19.4021  0.0079  0.0007  0.0036
O  11.6411  11.48  23.168  -0.0025  -0.0021  0.0018
O  2.1051  8.3915  26.1366  -0.0031  -0.0001  0.0003
O  7.2708  5.8712  23.9742  -0.0051  0.0016  0.0061
O  9.1071  10.4034  18.6519  0.0015  -0.0006  -0.0042
O  6.771  5.2354  29.0746  -0.0105  0.0008  -0.0087
O  8.2829  -0.5894  30.1148  0.0033  0.005  -0.0011
O  3.5518  4.4378  32.0146  -0.0008  0.0081  -0.0124
O  2.7015  6.7264  30.992  0.0073  0.0034  -0.0076
O  1.2109  0.8606  29.3925  -0.0003  0.0019  0.0023
O  12.2559  5.2757  13.8598  -0.002  0.0004  0.0026
O  17.263  2.0662  12.0153  -0.0109  -0.0164  0.0251
O  16.2866  0.1622  13.5728  0.0019  0.013  -0.0133
O  1.9814  -1.6799  31.0777  -0.0053  -0.0044  -0.0155
O  7.7169  4.6005  31.696  0.0001  0.0027  -0.008
O  14.6259  -6.2565  14.9259  -0.0064  -0.0031  -0.0067
O  4.5091  8.5835  30.4314  -0.0022  0.002  0.0014
O  2.1282  2.3685  13.9668  0.009  0.0078  0.0059
O  15.1812  1.8822  29.9379  -0.0062  0.0018  0.0045
O  6.052  -3.1342  12.0973  0.0039  0  0.0003
O  7.263  3.6073  27.0799  -0.0038  0.0063  -0.0068
O  -2.4371  5.8267  29.8837  -0.003  -0.0005  0.0051
O  7.6068  5.2295  11.6999  0.0188  0.0006  0.0155

Results
free energy: -185382.253 eV
free energy less fixed offsets of O -568.88, Si -635.61 eV per atom: 0.737 eV

The program warned: the cutoff lies below the one the program advises for these potential files; the exchange-correlation potential is rough where the density is thin.
